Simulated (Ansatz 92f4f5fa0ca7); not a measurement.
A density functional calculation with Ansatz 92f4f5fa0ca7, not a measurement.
Periodic cell of 225 atoms, Si132O91P2, from a study of silicon, its oxide and their interface. The atomic structure is a simulated model.
Doubt: the cutoff is far below the 930 eV that the study's wrapper takes by default for these files, so forces and energies are approximate.
This geometry differs little from another in the collection (a relaxation step or a small displacement).

Settings
functional: PBE
potential files: Ansatz PAW
basis: plane waves
wave-function cutoff: 580 eV
density cutoff ratio: 5
exchange-correlation grid ratio: 1
k mesh: 1 x 1 x 1, Gamma-centred
self-consistency stop: 5e-08 eV per atom in the density residual
occupations: fixed
spin: none
net charge: 0

Cell vectors (angstrom)
a  10.938  0  0
b  0  10.938  0
c  0  0  31.9494

Atoms and the computed forces on them: element, x, y, z (angstrom), force x, y, z (eV/angstrom)
Si  10.6468  -0.0065  24.4286  0.0055  0.0038  0.0008
Si  5.0953  0.1181  24.6732  0.0004  0.0006  0.0039
Si  2.8471  2.289  24.5496  -0.0001  -0.0004  -0.0005
Si  8.5906  2.4262  24.5864  0.0015  -0.0015  0.0037
Si  10.7289  5.5804  24.3429  -0.0035  -0.0044  0.0029
Si  5.1781  5.6069  24.4628  0.0007  0.0016  -0.0008
Si  3.0114  7.9461  24.4276  0.0033  0.0016  0.0044
Si  8.4395  7.8214  24.4348  -0.0009  -0.0047  -0.0002
Si  1.3095  1.1283  25.8485  0.0013  -0.002  0.0065
Si  6.8291  1.3218  25.7534  0.0057  -0.0011  -0.0004
Si  4.0045  4.0077  25.7474  0.0004  0.0031  0.0014
Si  9.7056  4.0211  25.8631  0.0032  0.0004  0.0021
Si  1.3539  6.7881  25.6805  0.0057  0.0012  -0.0014
Si  6.8214  6.7163  25.7634  0.0018  -0.0002  0.0048
Si  4.0193  9.465  25.969  -0.0005  -0.0034  0.0033
Si  9.4989  9.4375  25.8117  0.0027  0.0021  0.0015
Si  2.648  -0.137  27.2977  -0.0054  -0.0027  0.0046
Si  8.1514  -0.0733  27.1555  -0.011  -0.008  0.0002
Si  0.0908  2.6517  27.2174  0.0073  0.0028  0.001
Si  5.4644  2.7152  27.1254  0.0071  0.0034  -0.0024
Si  2.679  5.4119  27.121  -0.0036  -0.0112  -0.0041
Si  8.2039  5.3625  27.1462  -0.0021  -0.0033  -0.0056
Si  0.0209  8.1454  27.1383  -0.0025  -0.0035  -0.0011
Si  5.525  8.1366  27.1902  0.0045  0.0013  -0.0012
Si  4.0914  1.328  28.507  -0.0082  -0.0072  0.0048
Si  9.5455  1.3266  28.507  0.0055  0.008  0.0036
Si  1.3938  4.0654  28.5731  -0.0118  0.0014  -0.0089
Si  6.8161  4.0588  28.5362  0.0006  0.0022  -0.0045
Si  4.0885  6.7799  28.4954  0.0031  0.0122  0.0044
Si  9.5629  6.7813  28.4908  -0.0022  0.0055  0.0072
Si  1.2951  9.4793  28.6288  0.0143  0.0117  -0.0212
Si  6.8323  9.5317  28.5728  -0.0009  0.002  -0.0094
Si  -0.0297  -0.0023  29.9164  -0.0038  0.0048  0.0071
Si  5.466  -0.007  29.9005  0.0012  0.0036  -0.0003
Si  2.7673  2.713  29.9089  0.0087  -0.0109  0.0017
Si  8.2023  2.7165  29.8917  0.0071  -0.0056  0.001
Si  -0.0007  5.4539  29.8946  0.0058  0  -0.0004
Si  5.465  5.4546  29.8927  0.0008  -0.0011  0.0014
Si  2.7512  8.1641  29.9088  0.008  -0.0128  0.0052
Si  8.2295  8.1758  29.8948  0.0063  -0.0095  -0.0022
Si  1.3673  1.3673  31.2657  0.0801  -0.0112  -0.0577
Si  6.8362  1.3673  31.2657  0.0709  -0.0399  -0.0083
Si  4.1018  4.1018  31.2657  0.1088  -0.0938  0.0934
Si  9.5708  4.1018  31.2657  -0.0576  -0.1302  -0.0679
Si  1.3673  6.8362  31.2657  0.0465  -0.1827  0.0481
Si  6.8362  6.8362  31.2657  0.0788  -0.0346  -0.1036
Si  4.1018  9.5708  31.2657  -0.0152  -0.1006  -0.0178
Si  9.5708  9.5708  31.2657  -0.1381  -0.1599  0.1529
Si  2.7345  0  0.6835  -0.084  0.1136  0.0065
Si  8.2035  0  0.6835  -0.1549  0.08  -0.1162
Si  0  2.7345  0.6835  0.0096  0.1663  0.0048
Si  5.469  2.7345  0.6835  -0.0547  0.1224  0.1169
Si  2.7345  5.469  0.6835  -0.0933  -0.0079  -0.061
Si  8.2035  5.469  0.6835  -0.0586  0.1021  -0.0339
Si  0  8.2035  0.6835  -0.0048  0.1473  0.084
Si  5.469  8.2035  0.6835  -0.0616  0.129  -0.0162
Si  4.068  1.4026  2.0631  0.0038  -0.0017  0.004
Si  9.5717  1.3715  2.0336  0.0117  -0.007  -0.0056
Si  1.3404  4.1483  2.0562  0.0027  0.005  0.0051
Si  6.8132  4.145  2.0467  -0.0105  0.0057  -0.0093
Si  4.0855  6.8497  2.0421  -0.0013  0.0038  -0.0075
Si  9.5545  6.8582  2.055  0.001  -0.0051  0.001
Si  1.3505  9.6099  2.0532  -0.0094  0.0022  -0.006
Si  6.7839  9.6374  2.037  -0.0057  -0.0106  0.0012
Si  0.002  0.0579  3.445  -0.0082  -0.0035  -0.0016
Si  5.4238  0.0546  3.4546  -0.0025  0.0001  -0.0101
Si  2.7012  2.8  3.4224  -0.0033  -0.0028  0.0054
Si  8.2264  2.7887  3.3424  -0.0105  -0.0092  0.015
Si  0.0111  5.5412  3.4603  0.0013  -0.0091  -0.0137
Si  5.4534  5.5296  3.4388  0.0103  -0.008  -0.0042
Si  2.7309  8.2472  3.3852  0.0038  -0.009  0.0011
Si  8.1771  8.2914  3.3465  -0.0039  -0.0031  0.0081
Si  1.3381  1.4738  4.8299  0.0336  -0.0086  0.0094
Si  6.8299  1.5051  4.7104  0.0119  0.0042  0.0004
Si  4.037  4.189  4.7984  -0.0199  0.0042  0.005
Si  9.5728  4.1171  4.7534  0.0103  -0.0028  0.0183
Si  1.3562  6.9937  4.8217  0.0044  0.0064  0.0031
Si  6.8059  7.0033  4.734  -0.0013  0.0195  -0.001
Si  4.0434  9.5821  4.812  -0.0044  0.0056  0
Si  9.5239  9.6201  4.749  0.0047  -0.0083  -0.0055
Si  2.6102  -0.0148  6.1474  -0.0167  0.0209  -0.0259
Si  8.1927  0.1341  6.0377  0.0086  0.0138  -0.0033
Si  -0.0067  2.8547  6.2672  -0.0159  -0.0019  -0.0047
Si  5.4515  2.8246  6.1101  0.0105  0.0085  -0.0096
Si  2.741  5.6527  6.1883  0.0123  -0.0107  -0.0172
Si  8.2256  5.6127  5.9492  0.0021  -0.005  -0.0054
Si  -0.0317  8.3816  6.2137  0.0004  -0.0032  -0.0057
Si  5.4709  8.3164  6.2424  0.0153  -0.0156  -0.0124
Si  4.3251  1.1317  7.3404  -0.0041  -0.0087  0.0218
Si  9.7004  1.2219  7.4798  -0.0204  0.0209  -0.0356
Si  1.1737  4.5275  7.5156  -0.0014  0.0104  -0.002
Si  6.6258  4.5506  7.2655  0.0072  0.0055  0.0007
Si  4.3259  6.7518  7.6233  0.0153  -0.0061  0.0526
Si  9.7422  6.663  7.4479  0.0057  0.0062  0.0042
P  1.0747  9.8863  7.6303  -0.0006  -0.0223  0.0005
Si  6.688  9.9682  7.4393  -0.0126  0  0.0212
O  9.6029  1.2309  23.9954  -0.0017  -0.0004  -0.0036
O  4.1249  6.7954  23.9583  0.0006  -0.0027  -0.0019
O  4.0332  1.2346  24.0413  0.0003  0.0001  -0.0022
O  9.5575  6.694  23.9075  0.0016  -0.0002  -0.0026
O  -0.0185  5.6005  7.9854  -0.0021  -0.0063  0.0078
O  5.5034  0.1028  7.9197  0.0038  0.0011  -0.005
O  -0.0868  0.1052  7.9635  0.011  0.003  0.0125
O  5.5269  5.629  7.8907  -0.0075  0.0028  -0.0033
O  7.6243  4.0614  8.4696  0.001  0.0016  0.0039
O  8.7732  7.1039  8.7259  0.0028  -0.0054  -0.0063
O  8.8377  1.7154  8.826  0.0081  -0.008  0.0147
O  7.5822  9.4839  8.7509  -0.0011  0.0032  -0.0074
O  3.563  1.8169  8.6191  0.0043  -0.01  -0.0085
O  3.6991  7.2595  9.1055  0.0084  -0.0171  -0.0331
O  2.0511  4.0163  8.8344  -0.0061  0.002  -0.0052
O  8.164  3.4847  23.3881  0.0022  -0.0007  -0.0019
O  0.473  4.9274  22.9586  0.0015  0.0017  0.0002
O  1.9336  2.7452  23.262  0.0016  0  -0.002
O  5.8512  4.8992  23.1291  0.0006  -0.0004  -0.0002
O  5.5431  9.9819  23.5117  0.0005  0.0011  -0.0002
O  2.477  8.6908  23.0469  0.0013  -0.0013  -0.0014
O  0.2141  10.0581  23.096  0  -0.0018  -0.0016
O  7.8091  8.5609  23.0925  0.0017  0.0005  -0.0008
Si  8.7253  7.6687  18.4752  0.0017  0.0002  -0.0009
Si  8.9322  6.3274  13.6194  0.0006  -0.0004  0.0003
Si  3.8951  1.5108  14.7575  0.0034  -0.0006  -0.0011
Si  2.2189  5.7238  17.6516  0.0037  0  -0.0018
Si  2.4649  3.1187  19.5123  0.0017  -0.0002  -0.0009
Si  9.981  8.9971  12.0378  0.0034  -0.0004  -0.0009
Si  1.3649  9.4111  22.0983  0.0003  0.0003  0.0021
Si  9.311  0.9355  13.2266  0.0012  -0.0019  -0.0001
Si  1.5027  5.0099  13.0456  0.0038  0.0036  0.0009
Si  1.9511  8.1892  12.828  0.0102  -0.0036  0.0039
Si  6.68  9.5454  22.4474  0.0015  0.0003  -0.0002
Si  4.6185  4.5647  15.7528  0.0019  0.0012  -0.003
Si  8.2335  3.0493  9.5653  -0.0045  0.0032  0.0035
Si  0.9053  8.2208  19.2865  0.0029  0.0002  -0.0003
Si  6.9944  1.3352  21.1182  0.0028  0  -0.0005
Si  8.307  8.3481  9.6758  0.0014  -0.0016  0.0052
Si  10.9828  5.1712  15.623  0.0034  0.0003  -0.0009
Si  7.66  9.4888  16.3663  0.0011  -0.0008  -0.002
Si  9.9747  2.0393  20.3217  0.0021  0  -0.0005
P  3.3968  8.6369  10.0415  0.0029  0.0227  -0.001
Si  6.7736  3.3106  17.4553  0.0018  0.0003  -0.0013
Si  1.2108  0.1904  19.8204  0.0032  -0.0005  -0.001
Si  3.3014  2.7846  12.3227  0.004  -0.0018  0.0019
Si  7.2774  5.3702  19.7154  0.002  -0.0004  -0.0013
Si  5.9647  8.6016  11.6645  0.0018  0.0011  0.0002
Si  5.9227  6.014  13.261  -0.0022  0.003  -0.001
Si  4.7103  9.6817  17.6475  0.0023  -0.0004  -0.0022
Si  1.0516  3.5896  22.1904  0.0013  -0.0014  0.0014
Si  4.9499  1.4562  18.8312  0.0021  -0.0007  -0.0018
Si  3.1871  3.0881  9.543  0.0113  -0.0029  0.01
Si  6.5798  10.815  13.8345  -0.0015  -0.0041  -0.0052
Si  10.4419  0.1087  16.0223  0.0038  -0.0012  -0.0007
Si  5.6968  3.6469  11.1543  0.0005  0.0019  0.002
Si  9.9474  3.8529  11.8925  0.0018  0.0007  0.0005
Si  2.4256  9.8933  15.5771  0.0039  -0.0014  -0.0036
Si  6.1379  8.0969  19.8247  0.0024  0.0005  -0.0015
Si  6.966  3.9651  22.3986  0.0012  -0.0002  0.0012
Si  9.8314  2.7655  17.401  0.0031  -0.0008  -0.0003
O  7.3518  6.3106  13.9989  0.004  -0.0001  0.0002
O  1.9499  7.0346  18.7001  0.0019  -0.0002  0.0004
O  10.3557  4.0259  16.5548  0.0027  -0.0007  0.0003
O  6.2472  9.9457  17.0887  0.002  -0.0005  0.0002
O  10.2584  0.7115  14.5241  0.003  -0.0004  -0.0005
O  8.5054  6.0867  18.8846  0.0031  -0.0004  0.0002
O  5.2896  0.6835  14.4535  0.0017  0.0015  0.0012
O  5.7895  2.0229  17.5619  0.002  -0.0005  0.0007
O  8.3886  1.9192  20.5631  0.0013  -0.0011  -0.0003
O  2.056  4.2741  18.4189  0.0017  -0.0005  0.0004
O  6.9998  2.8068  10.6242  0.0002  -0.0008  0.0005
O  4.9327  2.6695  12.2117  0.0022  0.0003  -0.0004
O  6.1169  4.3598  16.3951  0.0032  -0.0009  0.0007
O  4.5729  3.9105  9.9558  0.0007  0  -0.003
O  10.7238  2.7488  21.5868  0.0012  0.0001  -0.001
O  9.8468  6.1468  14.9691  0.0024  -0.0008  0
O  6.0649  6.4612  19.8617  0.0028  -0.0001  0.0003
O  4.1423  0.1424  18.3  0.0015  0.0002  0.0003
O  9.4423  10.5073  12.3391  0.0017  0.0041  0.0016
O  2.9459  4.3261  12.7586  0.0017  0.0002  -0.001
O  1.9497  10.6917  21.2322  0.0019  -0.0003  -0.0005
O  4.0434  2.6951  19.4083  0.0017  -0.0002  0.0006
O  0.8179  10.0293  16.005  0.001  0.0006  0.0008
O  1.3292  9.7812  18.8585  0.0013  -0.0003  0.0003
O  1.7628  1.6411  19.2881  0.0012  -0.0002  0.0003
O  9.0333  10.3785  16.5505  0.0033  -0.0002  0.0001
O  4.9437  8.5523  18.8067  0.0026  -0.0004  0.0003
O  9.6739  8.8118  10.4418  0.0022  -0.0009  -0.0004
O  6.8161  4.0495  18.903  0.0031  -0.0002  0.0006
O  2.9347  1.6803  13.4338  0.0016  0.0009  -0.0005
O  5.8705  8.7599  21.2783  0.002  -0.0001  -0.0008
O  2.5626  2.45  10.9148  0.0002  -0.0003  -0.0037
O  7.6693  4.8428  21.2094  0.0012  0.0002  -0.0004
O  5.4028  7.4615  12.6905  0.001  -0.0015  -0.0006
O  0.6368  8.9878  12.3181  -0.0016  0.0035  -0.0033
O  7.7174  1.0368  13.5974  0.0051  0.0005  -0.0007
O  7.2203  9.6267  14.7924  0.0021  -0.0008  0.0016
O  9.0998  4.9939  12.6881  0.0032  -0.0025  -0.0012
O  8.1702  8.0196  16.9475  0.0027  -0.0005  0.0001
O  6.254  2.5661  21.9137  0.002  -0.0006  -0.0009
O  2.5142  9.029  14.1483  0.0004  0.0014  0.0029
O  0.5311  4.4471  11.8574  0.0008  -0.0018  -0.0017
O  0.8671  8.2967  20.9567  0.0012  -0.0003  -0.0009
O  9.4612  3.7732  10.3449  0.006  0.0031  0.0025
O  9.7837  2.3441  12.5326  0.0033  -0.0003  -0.0013
O  7.6876  8.5322  19.4291  0.0018  -0.0003  0.0006
O  2.9349  8.025  11.5139  -0.0087  -0.0137  0.0201
O  4.0659  3.0266  15.4095  0.0018  -0.0005  0.0004
O  0.9044  4.4328  14.4501  0.001  -0.0007  0.0003
O  10.1124  2.9951  18.9942  0.0023  0.0001  -0.0006
O  9.3284  7.7628  12.9186  0.0036  -0.0013  -0.0005
O  10.5575  0.5201  20.0899  0.0022  -0.0006  -0.0002
O  6.0917  5.0136  11.9598  0.0027  -0.0025  -0.0026
O  8.231  2.7106  17.0537  0.0021  -0.0003  -0.0002
O  3.6254  5.45  16.765  0.0004  -0.0001  0.0015
O  4.9158  9.0077  10.465  0.0076  -0.0024  -0.004
O  1.6007  6.6312  13.206  0.001  -0.0054  -0.0013
O  4.8825  5.4474  14.3925  0.0035  -0.0019  0.0016
O  2.0779  3.8349  20.9348  0.0015  0  -0.0002
O  10.6406  1.4019  17.0008  0.0013  0.0005  0.0001
O  1.048  6.0401  16.5584  0.0022  -0.0002  -0.0001
O  7.3773  10.9424  21.9723  0.0011  0  -0.0009
O  5.9706  0.8793  19.9547  0.0024  -0.0008  0.0001
O  6.2267  10.0096  12.4536  0.0018  0.0005  0.0019
O  2.9557  0.5063  15.6216  0.0017  -0.0005  0.0007
O  7.2551  7.9648  10.8755  0.0041  -0.0016  -0.0015
O  10.3111  7.98  18.7156  0.0016  -0.0003  -0.0004
O  3.5271  9.1616  16.6025  0.0026  0.0004  0.0002

Results
free energy: -137176.511 eV
free energy less fixed offsets of O -568.88, P -755.39, Si -635.61 eV per atom: 2.869 eV

The program warned: the cutoff lies below the one the program advises for these potential files; the forces do not sum to zero within the program's tolerance; the exchange-correlation potential is rough where the density is thin.
